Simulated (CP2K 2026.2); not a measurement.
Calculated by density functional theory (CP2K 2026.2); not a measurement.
Periodic cell of 432 atoms, Si324O108, from a study of silicon, its oxide and their interface. The atomic structure is a simulated model.
Doubt: the forces sum to 1.65 eV/angstrom along one axis rather than to zero, so they err by at least 0.0038 eV/angstrom per atom on average; the grid cutoff is modest.

Settings: functional PBE; method Gaussian and plane waves; basis set DZVP-MOLOPT-SR-GTH; pseudopotentials GTH-PBE; grid cutoff 350 Ry, relative cutoff 50 Ry; k points Gamma only; occupations fixed; spin none; net charge 0.

Cell vectors (angstrom)
a 16.32 0 0
b 0 16.32 0
c 5.1041 2.7279 29.5093

Atoms: element, x, y, z (angstrom)
Si 5.972 18.041 29.396
Si 8.9323 4.328 29.4601
Si 6.6722 6.5079 29.4964
Si 4.3341 6.5751 0.0733
Si 1.2438 9.7028 0.2237
Si 4.4791 12.0644 0.1254
Si 7.1689 14.806 0.1051
Si 9.7514 1.1345 0.3
Si 6.6321 4.4457 0.1458
Si 9.6872 6.4795 0.1778
Si 6.4864 9.6877 0.0121
Si 14.3769 15.2303 29.4494
Si 11.9387 15.233 0.0891
Si 14.8722 1.1279 0.0831
Si 12.0165 4.4061 0.0556
Si 14.7209 7.0772 0.1115
Si 17.6189 12 29.4919
Si 15.3015 11.9333 0.0164
Si 2.6254 16.3201 1.1917
Si 5.4463 2.73 1.2778
Si 2.7129 5.387 1.3114
Si 5.4055 8.17 1.4233
Si 2.8056 10.9584 1.3939
Si 5.5888 13.6266 1.4232
Si 8.2401 16.2603 1.5712
Si 10.952 2.7691 1.4202
Si 8.1623 5.4422 1.5835
Si 10.9008 8.1511 1.3088
Si 8.1309 10.8854 1.2488
Si 10.8409 13.5821 1.3335
Si 13.5129 16.2524 1.5061
Si 16.2204 2.7001 1.2658
Si 13.5593 5.5223 1.4139
Si 16.3139 8.1686 1.4501
Si 13.6334 10.8574 1.3028
Si 16.2861 13.6447 1.2926
Si 1.2971 1.3409 2.6502
Si 4.0906 4.0625 2.7105
Si 1.3677 6.7524 2.7046
Si 4.0615 9.528 2.7773
Si 1.3933 12.3325 2.6827
Si 4.0477 14.9839 2.6026
Si 6.7717 1.3678 2.7069
Si 9.5231 4.0227 2.828
Si 6.8068 6.8782 2.8159
Si 9.5198 9.5401 2.6273
Si 6.8726 12.2166 2.7737
Si 9.585 14.8883 2.8597
Si 12.2596 1.4036 2.8151
Si 14.9526 4.1008 2.681
Si 12.2003 6.8383 2.7867
Si 14.956 9.5508 2.7717
Si 12.2439 12.2169 2.6467
Si 14.9167 14.8808 2.7586
Si 16.3007 16.2965 4.0571
Si 2.6917 2.695 4.0375
Si 16.3193 5.4234 4.0694
Si 2.6984 8.1379 4.0864
Si 16.3487 10.9347 4.0581
Si 2.7432 13.6527 4.056
Si 5.3898 16.3265 4.0283
Si 8.1299 2.6766 4.1277
Si 5.4307 5.449 4.0919
Si 8.1971 8.2284 4.1026
Si 5.4603 10.8778 4.1062
Si 8.1922 13.5561 4.1711
Si 10.9072 16.3286 4.1521
Si 13.642 2.7547 4.1157
Si 10.8693 5.4433 4.1369
Si 13.5931 8.1818 4.1216
Si 10.8788 10.8724 4.0296
Si 13.5669 13.5393 4.0956
Si 17.6708 14.9232 16.3189
Si 4.1152 17.664 16.3311
Si 17.6947 4.0661 16.3256
Si 4.0345 6.8077 16.276
Si 17.7041 9.4971 16.3485
Si 4.0543 12.2008 16.3246
Si 6.7447 14.9668 16.3637
Si 9.4852 17.6961 16.3147
Si 6.8222 4.0633 16.2947
Si 9.5527 6.7751 16.2597
Si 6.8247 9.5802 16.2682
Si 9.5382 12.3028 16.2822
Si 12.2238 14.9508 16.367
Si 14.9438 17.6497 16.3255
Si 12.2798 4.0993 16.3092
Si 15.0244 6.8063 16.2784
Si 12.2168 9.4948 16.2575
Si 14.9138 12.2584 16.3035
Si 19.0945 16.2418 17.6496
Si 5.4758 2.7309 17.687
Si 19.0422 5.4414 17.7018
Si 5.3944 8.2346 17.5407
Si 19.0305 10.8662 17.7385
Si 5.3985 13.5241 17.7079
Si 8.0696 16.3976 17.7038
Si 10.8761 2.7522 17.6341
Si 8.1919 5.4392 17.6149
Si 10.9405 8.0762 17.6314
Si 8.2088 10.9526 17.6253
Si 10.8403 13.613 17.7482
Si 13.5711 16.3227 17.7223
Si 16.3374 2.6677 17.6573
Si 13.7035 5.456 17.6429
Si 16.3739 8.1054 17.7008
Si 13.484 10.9157 17.607
Si 16.2821 13.5817 17.6884
Si 17.7805 17.6475 18.9538
Si 4.1819 4.1267 19.0324
Si 17.6798 6.7382 19.1685
Si 4.1179 9.5204 19.0626
Si 17.5945 12.1685 19.0834
Si 4.0115 14.8267 19.0964
Si 6.7457 17.7589 19.1789
Si 9.5531 4.1351 19.0212
Si 6.7785 6.8657 18.7921
Si 9.5676 9.5078 18.8678
Si 6.8352 12.2297 19.0681
Si 9.4431 15.034 19.0203
Si 12.2003 17.7204 19.0382
Si 15.0061 4.0529 19.0171
Si 12.3731 6.779 19.0461
Si 14.9221 9.5442 18.8232
Si 12.1311 12.1877 19.1384
Si 14.9441 14.9769 19.073
Si 16.5807 16.1759 20.2926
Si 18.9961 2.854 20.2678
Si 16.6288 4.9838 20.4497
Si 19.3741 7.8748 20.3532
Si 15.9366 10.9982 20.3066
Si 18.6203 13.7608 20.4351
Si 5.5485 16.053 20.3426
Si 8.3845 2.6757 20.4411
Si 5.3714 5.7723 20.2581
Si 7.955 8.3816 20.0667
Si 5.7721 10.5895 20.3737
Si 7.8687 13.9153 20.3542
Si 10.5117 16.6836 20.2893
Si 13.3887 2.9777 20.3097
Si 11.2118 5.21 20.3201
Si 13.5486 8.4129 20.2876
Si 11.0693 10.4158 20.406
Si 13.8007 13.3249 20.3093
Si 15.4203 9.0233 22.6014
Si 10.9914 3.2582 27.4468
Si 18.915 15.8278 24.639
Si 14.7705 17.4828 22.3869
Si 14.6277 18.2119 25.3926
Si 4.1547 17.6053 22.6097
Si 17.383 17.6249 26.5958
Si 15.6249 13.2008 27.444
Si 15.3352 4.8943 25.9034
Si 5.5644 3.1769 24.4526
Si 17.9757 5.1976 27.4312
Si 18.8159 3.7796 25.1393
Si 7.3553 4.7691 22.58
Si 7.6058 10.6334 27.4703
Si 5.6423 10.8661 23.3859
Si 10.8324 15.8639 23.2152
Si 13.4725 10.5236 24.4714
Si 10.6339 9.6244 23.273
Si 6.8801 17.6275 26.4357
Si 15.2457 13.1169 24.3573
Si 6.9563 14.9044 25.4998
Si 13.1495 5.4525 27.6229
Si 20.3151 8.983 24.9869
Si 8.4944 11.2489 24.5622
Si 18.017 13.2095 23.3247
Si 8.4974 13.8911 23.3403
Si 18.1809 7.8244 23.0979
Si 11.5213 17.5074 25.503
Si 13.3809 14.8554 22.9447
Si 9.2786 16.1104 26.8407
Si 9.5723 6.8529 22.3631
Si 20.6574 14.2965 26.6392
Si 5.3603 8.4049 27.4494
Si 19.9562 11.8439 25.2924
Si 17.0233 5.1706 23.3639
Si 13.3958 10.9359 27.5552
Si 1.3647 14.9762 5.4296
Si 4.0544 1.3548 5.4201
Si 1.3582 4.0609 5.4241
Si 4.0693 6.796 5.4518
Si 1.3531 9.5322 5.4223
Si 4.0847 12.2626 5.4214
Si 6.7703 14.9626 5.4168
Si 9.501 1.3348 5.4844
Si 6.7908 4.0857 5.4518
Si 9.5146 6.8233 5.4641
Si 6.8181 9.5395 5.4757
Si 9.5583 12.2024 5.4793
Si 12.2648 14.9473 5.4703
Si 14.9808 1.3552 5.4439
Si 12.2569 4.0937 5.4708
Si 14.966 6.7979 5.4375
Si 12.2229 9.5362 5.4483
Si 14.9646 12.2306 5.4507
Si 2.7142 16.3246 6.8025
Si 5.4209 2.7157 6.7873
Si 2.7108 5.4269 6.7945
Si 5.4448 8.1569 6.8013
Si 2.7245 10.8884 6.7775
Si 5.4321 13.6093 6.8003
Si 8.1284 16.2996 6.8131
Si 10.8798 2.72 6.8077
Si 8.1521 5.45 6.8084
Si 10.8811 8.1705 6.8204
Si 8.1759 10.8783 6.841
Si 10.8965 13.5925 6.8224
Si 13.623 16.3182 6.8109
Si 16.3339 2.7113 6.8052
Si 13.6156 5.4496 6.8207
Si 16.3212 8.1671 6.7912
Si 13.5987 10.8789 6.8089
Si 16.3243 13.6094 6.7906
Si 17.6839 1.3565 8.1724
Si 4.0722 4.0724 8.1578
Si 17.6808 6.7998 8.1483
Si 4.0815 9.5273 8.1455
Si 17.6824 12.242 8.1453
Si 4.0722 14.9638 8.1609
Si 6.783 1.3639 8.1577
Si 9.5211 4.0876 8.1603
Si 6.7959 6.8016 8.1713
Si 9.5264 9.5162 8.1918
Si 6.798 12.2515 8.1634
Si 9.51 14.9485 8.161
Si 12.2446 1.3549 8.1585
Si 14.9726 4.0741 8.1622
Si 12.2462 6.8066 8.1703
Si 14.9585 9.5146 8.1591
Si 12.2545 12.2413 8.1798
Si 14.9757 14.9608 8.1697
Si 16.3258 16.3171 9.5336
Si 2.7219 2.7161 9.5268
Si 16.3305 5.438 9.517
Si 2.7257 8.1595 9.5046
Si 16.3224 10.8816 9.5074
Si 2.7138 13.6002 9.5165
Si 5.4311 16.3238 9.5206
Si 8.1561 2.7227 9.5109
Si 5.4372 5.4313 9.5163
Si 8.1584 8.158 9.5342
Si 5.4345 10.8848 9.5136
Si 8.1557 13.6004 9.528
Si 10.8785 16.3134 9.5102
Si 13.6071 2.7149 9.5167
Si 10.8842 5.4403 9.5236
Si 13.6043 8.1621 9.5269
Si 10.8884 10.885 9.5361
Si 13.6103 13.6063 9.5302
Si 17.6792 14.9514 10.8913
Si 4.0742 1.354 10.8887
Si 17.6853 4.077 10.8832
Si 4.0817 6.7968 10.87
Si 17.6841 9.5186 10.8624
Si 4.0747 12.2434 10.8758
Si 6.796 14.9678 10.8761
Si 9.521 1.3598 10.8631
Si 6.7998 4.0768 10.8797
Si 9.5256 6.8 10.8851
Si 6.7924 9.5267 10.8777
Si 9.5171 12.2444 10.8849
Si 12.2362 14.962 10.8823
Si 14.9612 1.3585 10.8854
Si 12.2474 4.0722 10.8759
Si 14.966 6.7943 10.8718
Si 12.2521 9.5261 10.8882
Si 14.9693 12.2404 10.8784
Si 2.7133 16.3143 12.2505
Si 5.44 2.7137 12.2387
Si 2.7323 5.4341 12.2359
Si 5.4415 8.1547 12.2315
Si 2.7135 10.8785 12.2301
Si 5.4303 13.6131 12.2304
Si 8.1646 16.3251 12.2259
Si 10.8874 2.7046 12.2287
Si 8.1619 5.4404 12.2383
Si 10.8903 8.1644 12.2368
Si 8.1441 10.8951 12.2359
Si 10.8726 13.6055 12.2447
Si 13.5929 16.3245 12.2426
Si 16.3301 2.7106 12.2432
Si 13.6149 5.429 12.2297
Si 16.3237 8.1601 12.2206
Si 13.612 10.8885 12.2435
Si 16.319 13.5897 12.2523
Si 17.6813 1.3521 13.6184
Si 4.0858 4.0693 13.6044
Si 17.68 6.7976 13.5714
Si 4.0811 9.5213 13.5777
Si 17.6701 12.2158 13.6117
Si 4.0671 14.9504 13.6061
Si 6.8003 1.348 13.586
Si 9.5347 4.0736 13.5742
Si 6.7999 6.7994 13.6017
Si 9.5102 9.5288 13.573
Si 6.7942 12.2742 13.5948
Si 9.514 14.9764 13.6011
Si 12.2306 1.35 13.6166
Si 14.9697 4.0664 13.5957
Si 12.2666 6.801 13.5799
Si 14.9828 9.526 13.5902
Si 12.2385 12.246 13.5945
Si 14.9524 14.9636 13.5939
Si 16.3153 16.3004 14.9683
Si 2.7375 2.7037 14.9775
Si 16.3512 5.4201 14.9365
Si 2.704 8.1691 14.9216
Si 16.3123 10.8674 14.9981
Si 2.7107 13.5743 14.9615
Si 5.4382 16.3112 14.9494
Si 8.1639 2.719 14.9207
Si 5.4369 5.4379 14.9637
Si 8.174 8.1687 14.945
Si 5.4322 10.8985 14.9259
Si 8.137 13.648 14.9692
Si 10.8635 16.3149 14.9916
Si 13.6098 2.7086 14.9588
Si 10.9155 5.4259 14.9191
Si 13.6324 8.1618 14.9355
Si 10.8616 10.8855 14.9325
Si 13.5786 13.6241 14.954
O 12.1151 10.0929 23.7175
O 9.5759 3.6934 28.0967
O 16.9983 12.7289 28.1627
O 6.994 11.7867 28.4002
O 5.2224 13.5138 29.2855
O 6.2812 5.3883 21.5437
O 16.1375 10.1855 21.7111
O 6.7376 15.0209 20.7563
O 14.1368 2.4429 21.6488
O 11.6785 18.4613 28.41
O 16.1043 16.9769 21.6328
O 8.8745 9.9543 28.2013
O 18.9128 4.3022 28.4216
O 10.6067 8.2424 29.1455
O 15.9064 8.1413 29.1233
O 11.0768 15.9913 21.6338
O 11.042 17.2795 23.969
O 12.2719 4.0645 20.8068
O 14.8991 12.1897 20.6923
O 9.4466 17.8118 20.8321
O 8.4715 14.9185 26.0931
O 17.8369 3.9127 20.6878
O 9.3793 15.2384 23.4523
O 15.1267 17.8633 23.8988
O 12.3342 9.4205 20.7194
O 19.662 2.2779 21.6324
O 13.8896 9.6796 28.4227
O 10.535 13.5848 29.0447
O 5.3992 18.3657 23.3059
O 14.6204 9.556 23.8915
O 8.4981 17.5124 26.545
O 17.8272 6.6293 28.1711
O 8.7025 7.6398 21.2796
O 14.5912 14.5292 23.9439
O 18.8035 8.4802 21.758
O 19.8525 10.3167 25.7863
O 7.9999 3.4705 21.8247
O 15.9179 2.7691 29.2091
O 16.1211 5.1489 22.0068
O 14.0033 4.5129 28.6055
O 18.7318 10.8822 29.0235
O 14.0473 12.0292 24.2456
O 11.8662 4.5838 27.2078
O 8.4054 13.4018 21.8032
O 6.0277 7.1095 28.1282
O 16.6175 8.1622 23.2193
O 18.6727 12.2271 24.411
O 5.2876 11.1511 21.83
O 6.4885 9.5173 27.1732
O 16.0161 5.5301 24.5842
O 5.9488 14.1451 26.5066
O 17.6146 15.0087 20.7749
O 20.1042 15.0653 27.9608
O 18.2242 2.5839 26.0586
O 14.5949 3.4958 25.5622
O 13.2202 13.8037 21.7436
O 7.2341 10.9224 23.6016
O 12.6085 6.7811 28.3369
O 18.7868 13.0317 21.901
O 6.8866 9.4369 20.7164
O 18.1186 14.7595 23.7471
O 6.5177 4.3425 23.8877
O 18.7165 5.1735 25.993
O 18.9983 8.3233 24.3738
O 14.4306 8.131 21.6501
O 4.944 11.9784 24.3353
O 12.0526 11.6006 28.1741
O 4.2128 6.7982 20.7866
O 17.6741 17.4486 28.1814
O 6.3413 17.3996 27.9449
O 13.674 16.3118 22.3176
O 15.8512 13.3014 25.8513
O 10.6791 5.8995 21.6879
O 20.0556 12.7945 26.5869
O 9.1377 15.7551 28.4032
O 15.0875 14.5865 28.1104
O 11.9873 14.8662 23.7604
O 14.5222 12.0682 27.6892
O 13.1494 17.5632 25.6448
O 8.0413 11.3209 26.0979
O 18.2297 6.2164 23.0739
O 16.4557 4.6947 27.0854
O 20.1728 15.103 25.3319
O 15.7712 17.6828 26.4065
O 17.9239 16.3515 25.7857
O 5.0436 9.4151 23.8211
O 4.699 7.9832 26.0401
O 20.534 9.0072 28.4048
O 20.3758 3.6337 24.793
O 10.3971 8.0004 23.1795
O 9.5896 10.0938 24.4001
O 6.3002 2.659 25.7996
O 6.4195 16.4338 25.4451
O 7.808 5.4322 29.005
O 4.7834 16.4156 21.7308
O 17.8494 3.8421 23.8273
O 10.8809 2.5849 25.9901
O 13.3065 16.4031 28.9897
O 13.1909 10.403 26.0558
O 10.3269 10.4311 21.8763
O 16.4458 12.7978 23.3148
O 19.4518 17.0393 23.7179
O 21.1405 2.8409 29.0226
O 14.1396 5.867 26.4146
O 9.1552 12.6632 24.1494
O 10.8261 16.2989 26.3795
O 7.0584 14.2428 24.0229
O 8.4937 5.839 23.0645

Results
total energy: -82020.823 eV
total energy less fixed offsets of O -438.35, Si -107.03 eV per atom: -1.303 eV

Forces (eV/angstrom), in the order of the atoms: element, x, y, z
Si 0.2647 -0.1082 0.6717
Si 0.19 -0.1439 0.787
Si -0.151 0.1954 0.8228
Si -0.2504 0.1045 0.7598
Si 0.1553 -0.1833 0.7253
Si -0.1528 -0.0229 0.6744
Si -0.1296 0.0148 0.7096
Si 0.0083 0.1053 0.7128
Si 0.002 -0.3258 0.7271
Si 0.024 0.2542 0.6961
Si 0.2725 -0.0769 0.6832
Si 0.1051 -0.2154 0.6851
Si 0.1185 -0.2021 0.7062
Si 0.0135 0.2262 0.6509
Si 0.1344 -0.2482 0.6755
Si 0.1078 -0.0334 0.7442
Si -0.1939 0.1249 0.7193
Si -0.3499 0.2805 0.6697
Si -0.0391 -0.0005 -0.0506
Si -0.0209 0.0098 -0.024
Si 0.0125 -0.0472 -0.0308
Si 0.0094 -0.0379 -0.0376
Si 0.0559 0.018 -0.0155
Si 0.0176 0.0157 -0.0151
Si -0.0148 0.0137 -0.027
Si 0.0155 0.0662 -0.0062
Si -0.0064 0.0087 -0.031
Si -0.0184 -0.0125 -0.0347
Si -0.0119 -0.0131 -0.0435
Si -0.0196 -0.0157 -0.0564
Si 0.0143 -0.0059 -0.0558
Si 0.0159 -0.0116 -0.0568
Si -0.0031 0.0025 -0.0361
Si -0.0117 -0.0124 -0.0381
Si 0.0166 0.0005 -0.0591
Si -0.0054 -0.0125 -0.0253
Si 0.026 0.0106 0.0241
Si -0.0038 -0.0041 0.0176
Si 0.0359 0.0007 -0.0051
Si -0.009 -0.0012 0.0251
Si -0.0362 -0.0066 0.0338
Si -0.004 0.0332 -0.0142
Si -0.0056 0.0201 -0.0069
Si 0.0298 -0.0272 0.011
Si -0.0142 0.0175 0.0229
Si -0.0142 0.0014 -0.0176
Si 0.0293 -0.0049 0.0093
Si 0.0396 0.0014 0.0331
Si -0.0175 -0.0078 0.0337
Si -0.0123 -0.0087 -0.0277
Si -0.0029 0.0148 0.0201
Si -0.0034 0.008 0.0353
Si -0.009 -0.0107 0.002
Si 0.0144 0.0026 0.0386
Si 0.0258 0.0122 -0.0277
Si -0.0244 -0.0041 -0.0521
Si -0.0102 0.0004 0.0091
Si -0.0017 0.0292 -0.0123
Si -0.0081 -0.0042 -0.0144
Si 0.0057 -0.013 0.0117
Si -0.009 -0.0355 -0.0031
Si 0.0295 -0.0135 -0.0003
Si -0.0113 -0.0342 -0.0381
Si -0.0073 0.0053 -0.0101
Si 0.0095 0.0218 -0.0249
Si 0.0006 -0.0277 0.0019
Si -0.0169 -0.0074 -0.0152
Si -0.0139 0.0026 -0.0087
Si 0.0086 0.0179 -0.027
Si -0.0035 0.0033 -0.0167
Si 0.0033 0.007 -0.0178
Si 0.0012 0.0191 0.0122
Si -0.0012 -0.0362 0.0281
Si 0.0025 -0.0124 0.0119
Si 0.0167 0.0317 0.0304
Si -0.0083 -0.0143 0.0315
Si -0.015 0.0059 0.01
Si 0.012 -0.0032 -0.001
Si 0.007 0.0118 0.0412
Si 0.0107 -0.0116 0.0467
Si -0.0083 0.0095 0.0009
Si 0.0288 0.0029 0.011
Si 0.004 -0.0039 0.025
Si -0.0007 -0.0063 0.0004
Si -0.0131 -0.0079 0.0052
Si -0.0055 -0.0038 0.0152
Si -0.0092 -0.0026 0.0288
Si -0.0183 0.0068 -0.0005
Si 0.0073 0.0192 0.0076
Si -0.0218 0.012 0.0159
Si 0.0254 -0.0064 -0.0294
Si -0.016 -0.0202 0.0192
Si -0.0224 0.0282 -0.0369
Si -0.009 0.0234 -0.0498
Si 0.0059 0.0111 0.0039
Si 0.0285 0.0166 -0.0388
Si -0.0139 0.0156 -0.0629
Si -0.0115 0.0172 -0.0423
Si 0.009 -0.0154 0.0042
Si 0.028 -0.0108 -0.002
Si -0.0429 -0.0037 -0.0421
Si 0.0183 -0.0019 0.0119
Si 0.0067 0.0169 -0.0161
Si 0.0233 -0.0005 -0.0268
Si -0.0144 -0.0123 -0.0267
Si 0.0346 -0.0353 0.0275
Si -0.0218 0.0234 -0.0019
Si -0.0149 -0.0021 -0.0262
Si -0.0117 0.0332 0.0264
Si 0.0047 0.043 0.0391
Si 0.0008 -0.0497 0.0522
Si -0.0054 0.0075 0.082
Si -0.0283 -0.0169 0.0594
Si -0.0506 -0.0413 0.0253
Si 0.0404 -0.0133 0.0509
Si 0.0343 -0.02 0.027
Si -0.0045 -0.0171 0.0206
Si 0.005 0.0317 0.0128
Si 0.0146 0.0155 0.0472
Si -0.0134 -0.0134 0.0669
Si 0.0048 0.0288 0.0713
Si -0.0098 0.0183 0.047
Si 0.0107 -0.0148 0.0429
Si -0.0196 -0.0135 0.0037
Si -0.0371 -0.0515 0.0419
Si -0.0129 -0.0013 0.0212
Si -0.2341 0.0945 -0.689
Si 0.1621 -0.1754 -0.7172
Si -0.2056 0.4095 -0.6618
Si -0.2146 0.1496 -0.7371
Si 0.3277 -0.1595 -0.7447
Si 0.3433 -0.1414 -0.6512
Si -0.094 0.2956 -0.7797
Si -0.2972 0.1364 -0.7243
Si 0.0479 -0.2675 -0.7257
Si 0.0716 -0.048 -0.7429
Si -0.2124 0.1954 -0.6643
Si 0.1994 -0.1976 -0.7605
Si 0.1065 -0.0636 -0.8031
Si 0.0722 -0.198 -0.7669
Si -0.2065 0.1859 -0.7677
Si 0.1249 -0.2865 -0.6549
Si -0.1171 0.4072 -0.5998
Si -0.1873 0.242 -0.7776
Si -0.0941 0.1276 -0.2632
Si 0.0688 -0.0037 0.2202
Si 0.0488 0.0324 -0.0221
Si -0.005 0.0013 -0.024
Si -0.1034 -0.026 0.0056
Si 0.0238 -0.0322 -0.0795
Si -0.035 0.1471 0.0382
Si -0.0002 0.115 0.074
Si 0.1654 -0.0349 0.0511
Si -0.0957 -0.073 -0.0162
Si 0.0057 0.0052 0.0638
Si -0.0124 0.0392 -0.0204
Si 0.1539 0.0312 -0.1521
Si 0.0014 -0.129 0.1656
Si -0.0701 -0.0294 0.0102
Si -0.0502 -0.0405 -0.0327
Si -0.0271 0.0494 0.0004
Si 0.0249 -0.0988 -0.2152
Si 0.0011 0.0069 0.0273
Si 0.0168 -0.2128 0.1234
Si 0.0336 0.0343 0.0026
Si 0.0291 0.0024 0.0548
Si 0.1164 0.0757 -0.0965
Si -0.0996 -0.0408 0.004
Si 0.0788 -0.0352 -0.0925
Si -0.0139 0.0619 -0.1155
Si 0.0253 0.0692 -0.1439
Si 0.097 -0.0396 0.0525
Si 0.0911 0.0062 -0.0122
Si 0.0105 0.0783 -0.0683
Si -0.0275 0.0283 0.1503
Si -0.0512 0.0881 0.1821
Si 0.0613 0.0461 0.1313
Si 0.1069 0.0105 -0.0278
Si -0.0695 -0.0716 -0.0397
Si -0.0588 0.0666 0.0261
Si -0.0132 0.0001 -0.0077
Si -0.003 0.0097 -0.0095
Si 0.0081 -0.0023 -0.0072
Si 0.0093 0.0017 -0.0038
Si -0.0061 0.0031 -0.0022
Si -0.0104 -0.0127 -0.0027
Si -0.0211 0.0126 -0.0264
Si -0.0059 0.0033 0.0033
Si -0.0151 0.0139 -0.0024
Si -0.0006 0.0013 0.0043
Si 0.0178 0.0119 -0.002
Si 0.0189 0.0009 0.0065
Si 0.0027 -0.0001 -0.0017
Si 0.01 -0.0064 0.0005
Si -0.0113 -0.0115 -0.0074
Si 0.013 -0.0034 -0.0068
Si -0.0118 0.0053 -0.0081
Si -0.0016 -0.0103 0.0009
Si -0.0061 0.0046 0.0068
Si -0.0001 -0.0011 -0.0072
Si -0.0054 0.0041 0.0007
Si 0.0045 -0.0008 -0.0036
Si 0.001 -0.0027 -0.0048
Si 0.0005 -0.0028 -0.0064
Si 0.0147 0.0118 0.0029
Si -0.0008 -0.0039 -0.0039
Si 0.0035 0.0102 -0.0068
Si -0.0026 -0.0004 -0.0043
Si 0.003 -0.0051 0.0053
Si -0.0072 -0.0096 0.0024
Si -0.0014 -0.0072 -0.0055
Si 0.0075 -0.0141 0.0025
Si -0.001 -0.0003 -0.0006
Si -0.0108 0.0112 -0.0003
Si 0.0053 0.0005 0.004
Si -0.0022 0.0004 0.0014
Si 0.0027 0.0113 0.013
Si 0.0044 0.0013 0.0021
Si 0.0022 -0.0027 0.0017
Si 0.0036 0.0079 -0.0038
Si -0.0125 -0.0126 -0.0021
Si 0.0034 0 0.0009
Si -0.0094 -0.0117 0.0001
Si 0.0024 0.0067 -0.0042
Si -0.0037 -0.0111 0.0068
Si -0.0083 -0.0033 0.0071
Si 0.0159 0.0114 0.001
Si -0.0097 -0.0208 -0.0033
Si -0.0022 -0.0109 -0.005
Si -0.0042 0.004 -0.001
Si 0.0021 0.0113 0.0001
Si -0.0132 -0.0192 0.002
Si 0.0075 0.0166 0.0058
Si 0.0097 0.0214 0.0061
Si -0.0066 -0.0147 0.0042
Si -0.0032 -0.006 0.003
Si -0.0033 0.0034 0.0025
Si -0.0034 -0.0034 -0.0022
Si 0.0006 0.0074 -0.0006
Si 0.0033 0.003 0.0022
Si 0.0027 0.0052 0.0028
Si 0.0026 0.0044 -0.0058
Si 0.0005 0.01 0.002
Si 0.0138 0.0036 0.0082
Si -0.0036 -0.0133 -0.003
Si -0.0074 0.0044 0.0067
Si -0.0084 0.0116 -0.0042
Si 0.009 0.0066 -0.0029
Si -0.0047 -0.0045 0.0018
Si 0.002 -0.0031 0.0062
Si 0.0016 -0.0036 0.0042
Si -0.0034 -0.0098 0.0012
Si -0.0025 0.0085 0.0067
Si -0.0033 0.0095 0.0034
Si 0.0075 0.0017 0.0001
Si 0.0149 -0.0153 0.0038
Si -0.0021 -0.0071 -0.0064
Si -0.0053 0.0028 -0.0015
Si 0.0044 -0.0012 -0.0047
Si 0.0044 -0.0106 -0.0041
Si -0.0028 0.0031 0.003
Si -0.0142 0.0022 0.0049
Si -0.001 0.0053 0.0004
Si -0.0024 0.0054 -0.0029
Si 0.0007 -0.0023 -0.0015
Si -0.0052 0.0018 -0.0039
Si 0.0045 -0.0025 0.0004
Si -0.012 0.0081 -0.0055
Si 0.0013 -0.0033 -0.0027
Si 0.0029 -0.003 0.0016
Si -0.0012 -0.0135 -0.0013
Si -0.0004 -0.0068 -0.0055
Si -0.0068 0.0071 -0.0001
Si -0.0011 0.0084 -0.0029
Si -0.0057 -0.0069 -0.0034
Si 0.015 0.0092 -0.0054
Si -0.002 0.0083 -0.0108
Si -0.0084 0.0048 -0.0062
Si 0.0096 -0.0001 0.0035
Si 0.0044 0.0066 0.0029
Si 0 -0.0145 0.0012
Si -0.0118 -0.0068 0.0032
Si 0.0006 0.0069 -0.0036
Si -0.0055 0.0023 -0.0016
Si 0.0024 0.0027 -0.0013
Si 0.0026 -0.0081 -0.0093
Si 0.0048 0.007 0.0039
Si -0.006 -0.0068 0.0009
Si 0.0022 0.0027 0.0023
Si 0.0034 0.0079 0.0006
Si -0.0019 0.0027 -0.0066
Si 0.0096 -0.0157 -0.0023
Si 0.0044 0.0112 0.0067
Si -0.0026 0.0076 -0.0039
Si 0.0168 -0.0064 -0.0006
Si 0.0022 -0.0121 0.001
Si 0.0021 0.0033 0.0055
Si -0.0012 0.0064 0.0005
Si -0.0178 0.0024 0.0016
Si -0.0089 0.0097 0.0002
Si 0.0008 -0.0007 0.0079
Si -0.0002 0.0002 -0.0008
Si -0.0051 0.0064 -0.0023
Si -0.0141 0.002 -0.0048
Si 0.0095 -0.0044 -0.0067
Si -0.0069 -0.0087 -0.0021
Si -0.011 -0.0064 0.0065
Si -0.021 -0.011 0.0012
Si 0.0177 0.0073 0.0027
Si -0.0026 -0.0023 -0.0009
Si 0.0123 -0.0215 0.0219
Si 0.0081 0.0028 -0.0035
Si 0.0103 -0.0081 0.0026
Si 0.0051 -0.0014 0.0035
Si 0.0071 -0.01 0.009
Si -0.0055 0.0196 0.0057
Si 0.0005 0.0061 -0.0014
Si -0.0064 0.0084 0.005
Si -0.0001 -0.0075 0.0102
Si -0.0024 0.0102 -0.0021
Si 0.0115 -0.0088 -0.0018
Si -0.0004 -0.0106 0.0071
Si -0.0028 0.0065 0.0063
Si -0.0173 0.0071 0.0009
O -0.0281 0.0537 -0.2335
O -0.317 -0.0376 -0.2927
O 0.3881 0.0928 -0.2898
O 0.0738 0.2916 -0.2882
O 0.1222 -0.1488 -0.4796
O -0.0997 0.1831 0.385
O 0.5565 -0.0562 0.3744
O -0.0592 -0.1611 0.1223
O -0.1489 0.0819 0.2588
O 0.0309 -0.1047 -0.1138
O 0.252 -0.0008 0.3247
O 0.2217 -0.0706 -0.3973
O -0.0208 0.04 -0.0441
O -0.013 -0.0748 -0.3122
O 0.0236 -0.1272 -0.601
O 0.1706 -0.1275 0.0405
O -0.2296 0.3525 -0.2905
O -0.0029 -0.2256 0.5934
O -0.0764 0.1195 0.2629
O 0.2459 0.0534 0.208
O 0.36 -0.5864 -0.1988
O 0.0795 0.0065 0.085
O -0.1348 0.4521 0.1066
O 0.277 -0.0841 0.1222
O 0.0528 -0.1723 0.4556
O -0.2199 -0.0456 0.3288
O -0.1416 -0.2446 -0.0945
O 0.0332 -0.1752 -0.5658
O 0.3651 0.0293 -0.3421
O 0.1573 -0.2781 0.3567
O 0.4102 0.318 0.1559
O 0.1419 0.2598 -0.2173
O -0.1101 0.186 0.1265
O 0.2815 0.5737 0.1181
O 0.0235 0.419 0.0208
O -0.3244 -0.1547 0.7199
O 0.282 -0.2526 0.1708
O 0.0943 0.1677 -0.5718
O -0.4889 0.2133 0.1328
O -0.0125 -0.06 -0.0857
O -0.1014 -0.0295 -0.4778
O -0.1267 0.0726 0.0719
O -0.3941 0.0306 -0.2713
O 0.2374 -0.4075 0.0947
O 0.1491 -0.3061 -0.5644
O -0.3079 -0.0668 0.2122
O -0.2918 -0.4903 0.2604
O -0.2195 0.3087 -0.0352
O 0.0107 -0.0827 -0.2704
O -0.3152 0.2612 -0.0028
O 0.1847 -0.257 0.1423
O 0.0536 0.0533 0.206
O -0.1538 0.5515 -0.3418
O -0.0229 -0.0335 0.2132
O -0.2003 -0.0337 0.0244
O -0.5371 -0.0389 0.0849
O 0.0901 0.1157 -0.2361
O 0.3208 0.3899 -0.2601
O 0.312 -0.3735 0.1061
O 0.1244 -0.0383 0.4871
O -0.163 0.425 -0.0364
O 0.0139 0.233 0.3532
O 0.1677 0.5823 -0.3391
O -0.1711 -0.1958 0.2353
O 0.2493 -0.6093 0.1094
O 0.3357 0.5054 0.0554
O -0.3993 0.016 -0.2399
O -0.1171 -0.1237 0.4922
O 0.4334 -0.2295 -0.0531
O 0.1696 -0.5458 0.0082
O -0.3441 0.1276 -0.3805
O 0.4473 0.0421 -0.2155
O 0.2306 0.0097 0.3966
O -0.1143 -0.172 0.3055
O -0.1442 0.251 0.0135
O -0.1019 0.1872 -0.2702
O 0.0998 -0.4346 0.6567
O -0.0113 0.0809 0.3283
O 0.0556 -0.0695 0.2849
O 0.0657 0.4859 -0.0724
O 0.5231 -0.227 -0.0851
O -0.1975 -0.1493 0.1956
O 0.5733 -0.1065 -0.3376
O -0.0986 -0.4127 0.2022
O -0.2786 -0.5026 0.2035
O 0.2762 -0.3416 -0.2094
O -0.1627 -0.5418 -0.0935
O -0.017 -0.2241 -0.2121
O -0.0828 0.2869 -0.0029
O 0.0977 -0.0562 0.5369
O -0.0858 -0.444 0.6843
O 0.1643 0.2783 0.3883
O -0.2867 0.2305 -0.5955
O 0.1386 -0.1386 -0.2847
O -0.1639 -0.3173 0.2286
O -0.0349 -0.6032 -0.1934
O -0.5118 0.1216 -0.5622
O -0.0176 -0.0208 -0.3305
O -0.45 -0.3903 0.1567
O -0.3388 0.4147 0.2516
O -0.1446 -0.4529 -0.4298
O -0.1786 0.3467 0.0064
O 0.1895 0.1478 -0.3958
O 0.044 0.4325 -0.4208
O 0.6046 0.0738 0.2249
O 0.4752 -0.4124 0.3135
O -0.634 -0.1971 -0.3194
O -0.0219 0.1176 0.3532
